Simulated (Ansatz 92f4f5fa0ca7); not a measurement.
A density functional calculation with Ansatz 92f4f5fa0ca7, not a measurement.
Periodic cell of 220 atoms, Si132O88, from a study of silicon, its oxide and their interface. The atomic structure is a simulated model.
This geometry differs little from another in the collection (a relaxation step or a small displacement).

Settings: functional r2SCAN; potential files Ansatz PAW; basis plane waves; wave-function cutoff 800 eV; density cutoff ratio 5; exchange-correlation grid ratio 1; k mesh 1 x 1 x 1, shifted by 0.5 0.5 0 of a step; self-consistency stop 1e-10 eV per atom in the density residual; occupations fixed; spin none; net charge 0.

Cell vectors (angstrom)
a 10.888 0 0
b 0 10.888 0
c 0 0 32.0007

Atoms: element, x, y, z (angstrom)
Si -0.0695 0.2665 -0.2079
Si 2.4332 3.0999 0.1674
Si 0.1686 5.2339 0.1302
Si 3.1043 8.0061 0.0939
Si 5.6633 -0.1781 0.4195
Si 8.4405 2.3597 -0.0163
Si 5.137 5.6489 0.0835
Si 7.8665 8.5861 0.0452
Si 1.3554 1.3811 1.329
Si 4.0364 4.1635 1.4957
Si 1.3934 6.8666 1.3086
Si 4.1407 9.4508 1.6031
Si 6.9504 1.3647 1.5293
Si 9.5135 3.9976 1.354
Si 6.8171 6.8257 1.2663
Si 9.599 9.6248 1.2421
Si -0.0044 2.6892 2.761
Si 2.7019 0.018 2.7318
Si 0.0061 8.2185 2.6398
Si 2.681 5.5194 2.813
Si 5.4736 2.759 2.7408
Si 8.2972 -0.0163 2.8156
Si 5.5333 8.0834 2.8437
Si 8.1556 5.436 2.6416
Si 1.3422 4.0881 4.1022
Si 4.0945 1.3735 4.0709
Si 1.3338 9.5538 4.0778
Si 4.0964 6.802 4.1707
Si 6.8139 4.1273 4.088
Si 9.573 1.3678 4.1721
Si 6.8825 9.5017 4.1256
Si 9.5332 6.8138 3.9985
Si 0.0206 0.0045 5.5041
Si 2.7309 2.7317 5.4466
Si -0.0259 5.4612 5.417
Si 2.7153 8.2046 5.4434
Si 5.4596 -0.0073 5.4191
Si 8.1678 2.7429 5.4501
Si 5.4538 5.4325 5.4942
Si 8.2089 8.1319 5.4628
Si 1.3777 1.38 6.834
Si 4.0907 4.0689 6.8243
Si 1.3553 6.8127 6.7699
Si 4.0801 9.5516 6.8018
Si 6.8017 1.3597 6.7831
Si 9.5225 4.105 6.805
Si 6.8117 6.8072 6.8317
Si 9.5342 9.5197 6.8232
Si 0.0036 2.756 8.1781
Si 2.7271 0.0116 8.1776
Si 0.0156 8.1636 8.1452
Si 2.7217 5.4628 8.1382
Si 5.4433 2.689 8.158
Si 8.1364 -0.0114 8.1574
Si 5.4191 8.1744 8.1665
Si 8.1567 5.4288 8.1761
Si 1.4002 4.1188 9.5305
Si 4.0856 1.3553 9.5333
Si 1.364 9.5154 9.5129
Si 4.0465 6.8206 9.5348
Si 6.7769 4.0599 9.5138
Si 9.4936 1.372 9.4923
Si 6.7565 9.5311 9.5394
Si 9.537 6.8103 9.479
Si -0.0269 -0.0056 10.8111
Si 2.7777 2.7505 10.8902
Si 0.0452 5.5217 10.8473
Si 2.6968 8.1823 10.9344
Si 5.371 -0.0209 10.9311
Si 8.1207 2.7025 10.881
Si 5.3922 5.4113 10.8545
Si 8.1384 8.1225 10.8206
Si 1.3787 1.3466 12.1196
Si 4.1068 4.1034 12.3385
Si 1.3223 6.8744 12.3314
Si 4.0248 9.5084 12.3564
Si 6.701 1.3641 12.2629
Si 9.5656 4.1235 12.0835
Si 6.7936 6.7241 12.1644
Si 9.4638 9.519 12.1326
Si 0.0117 2.7436 13.3782
Si 2.5882 0.04 13.6613
Si -0.116 8.2817 13.6332
Si 2.6632 5.4572 13.6757
Si 5.4795 2.7327 13.7806
Si 8.064 -0.0726 13.4939
Si 5.4708 8.0535 13.5676
Si 8.2076 5.3675 13.491
Si 1.4258 3.8468 14.8829
Si 3.6963 1.6545 14.9529
Si 0.7682 10.0647 14.9587
Si 4.1408 6.7371 14.9798
Si 7.3911 3.6986 14.961
Si 9.485 1.3803 14.5841
Si 6.9952 9.2281 14.8891
Si 9.1929 7.0114 14.8327
Si 25.2058 -12.482 19.0388
Si -11.4943 4.639 22.2436
Si 10.6663 31.2007 24.4188
Si 15.6147 12.6874 25.3011
Si 8.3917 -2.7338 28.9844
Si 4.8562 1.8306 17.6461
Si -10.7572 16.5955 16.9087
Si 19.3887 32.0436 22.4588
Si -9.4759 16.7298 27.1779
Si -6.98 3.8845 23.3757
Si 6.2822 14.4497 29.9308
Si 13.0727 -0.8383 29.7622
Si 7.591 16.8797 25.3163
Si 13.9351 19.3493 27.2106
Si 10.2145 5.7397 29.2004
Si 5.7038 4.8269 17.0965
Si -4.0902 16.7962 19.7761
Si 3.8416 9.8981 21.7534
Si -4.6231 21.0855 17.8153
Si 9.6493 17.0231 19.5755
Si 17.0161 27.5742 22.7688
Si 11.7007 -9.5691 24.3113
Si 25.4314 20.677 24.6031
Si -13.594 -6.7865 27.7557
Si -4.8183 30.6877 23.2797
Si 4.0981 1.5053 30.1817
Si -2.0428 13.1296 23.278
Si 2.1332 29.8767 16.7213
Si -2.8514 8.6262 19.7398
Si 6.1884 40.7175 27.0537
Si 13.8366 -20.7156 19.8253
Si 12.714 2.6833 21.8034
Si -0.4199 -4.3018 24.7058
Si -13.2219 20.7078 26.6242
Si 18.5574 1.7666 25.9799
Si 2.4229 14.208 25.8543
O 0.7786 -0.2636 -1.5671
O -4.4273 -5.573 -10.7543
O 10.2512 -5.1124 -1.1942
O -8.1619 8.9574 -1.1769
O -2.4123 8.2506 -1.4267
O -4.209 9.6586 -0.3213
O 12.602 1.5962 -9.0036
O -12.3745 17.8644 -3.4329
O 26.8416 8.9769 -7.4618
O 23.096 2.1745 -6.4221
O 13.659 30.9432 -6.2226
O -14.9312 29.3051 -12.0875
O 5.5915 4.7137 -1.1775
O 7.5434 13.7918 -1.2784
O -1.5007 7.7482 19.4383
O 8.0841 -2.7914 15.359
O 1.3009 -4.1383 16.562
O 5.0741 14.2369 17.177
O -4.5484 20.7343 16.2374
O 6.3649 6.8188 25.9958
O 10.7506 -5.2622 18.4984
O 20.6473 20.1073 25.7407
O 16.9802 12.3325 26.0513
O -4.7103 0.9341 17.9698
O 3.266 14.2933 21.9683
O 11.714 21.5234 24.6826
O 13.575 8.1414 18.2206
O 31.7192 -1.0127 23.0388
O -2.6416 5.3844 19.2771
O -2.0348 9.5117 28.198
O -7.8322 13.4567 30.7691
O 9.6873 -4.6332 16.1888
O 4.1398 11.9406 16.4075
O 17.975 -5.6351 23.9549
O -9.6169 9.422 16.3786
O 3.9602 0.458 24.8526
O 1.7249 1.9552 20.3535
O 2.1603 9.2284 28.3408
O -7.1008 24.3797 26.3412
O 24.3669 17.8117 27.0758
O 28.6284 26.1126 28.6315
O 18.0045 -6.3318 16.3392
O 27.1864 9.7363 22.0579
O 6.9064 29.5102 28.4768
O 37.3053 27.0646 23.1059
O 8.4732 13.3767 15.342
O -11.1782 5.3931 23.6255
O -8.3206 -8.1094 15.3465
O 9.5113 15.284 28.6233
O 15.7377 0.6757 31.3185
O -10.6378 38.7785 26.0889
O -2.6156 20.4444 21.0297
O -3.297 31.3874 18.5302
O -0.8365 5.7525 21.0892
O -10.2699 -17.4625 16.2391
O 13.4331 10.6606 18.9283
O 22.4475 14.6652 21.8233
O 9.0331 25.3748 22.4047
O 8.3463 11.8832 22.3501
O 14.3289 19.731 20.5903
O 7.0594 -1.64 26.3814
O 14.8342 12.8522 18.9575
O 8.1855 24.3566 27.2571
O 1.313 4.1714 31.6417
O -1.2791 12.225 31.3812
O -6.0707 5.8053 16.1498
O 10.5526 0.3495 15.371
O -5.0967 27.2343 18.5833
O -7.5228 8.0009 15.6825
O 7.8697 2.4797 24.5389
O 15.7981 2.7516 23.9843
O -8.9175 15.2384 26.9714
O -6.225 8.45 27.4115
O 7.4622 9.661 23.5486
O -22.4247 34.4998 23.9457
O 13.8906 9.6384 23.1117
O 4.1065 6.8183 31.5398
O -13.2289 22.2167 26.1051
O 2.7184 -6.7743 24.4579
O -7.1982 0.4979 21.1512
O -10.545 -13.853 24.1702
O 3.2077 22.1655 29.3998
O -4.6182 7.3959 22.8163
O 5.2413 35.0628 29.4365
O 15.8129 20.4405 18.4662
O -2.7549 4.9579 26.4024
O 8.8771 17.7719 24.8937
O 0.8376 16.7595 28.6755

Results
free energy: -134624.139 eV
free energy less fixed offsets of O -570.45, Si -639.56 eV per atom: -2.619 eV

Forces (eV/angstrom), in the order of the atoms: element, x, y, z
Si 0.0162 -0.0105 -0.0857
Si 0.0079 -0.0033 -0.0719
Si -0.0228 0.0156 -0.0948
Si -0.005 0.0208 -0.0796
Si -0.0114 0.0119 -0.0634
Si -0.0172 0.0107 -0.0827
Si 0.007 -0.0176 -0.0765
Si 0.0184 -0.0092 -0.1055
Si -0.0018 0.0005 0.0059
Si -0.0006 -0.0005 0.0026
Si 0.0022 -0.0026 0.004
Si -0.0006 0.0003 0.0042
Si 0.0003 0.0003 0.0052
Si 0.0005 -0.0009 0.0057
Si -0.0018 0.0027 0.0066
Si -0.0002 0.0017 0.0049
Si 0.0006 -0.0002 0.0007
Si -0.0009 0.0018 -0.0024
Si -0.0008 0.0011 -0.0022
Si -0.001 0.0013 -0.0015
Si 0 -0.0002 -0.002
Si 0.0009 -0.0007 -0.002
Si 0.0009 -0.0012 0.0006
Si -0.0002 0.0006 -0.0023
Si -0.0003 0.0001 0.0008
Si 0.0002 0.0002 0.0001
Si 0.0003 -0.0008 0.0013
Si -0.0004 0.0014 0.0013
Si 0.0007 -0.0001 0.0014
Si -0.0001 0.0016 0.0011
Si -0.0005 0.0011 -0.0003
Si 0.0003 0.0005 0.001
Si 0.0007 0.0008 0.0008
Si 0.0006 0.0002 0.0006
Si -0.0008 0.0011 0.0004
Si -0.0006 0.0007 0.0008
Si -0.0006 0.0015 0.0014
Si -0.0004 0.0013 0.0001
Si 0.0005 0.0001 0.0007
Si 0.0008 -0.0003 -0.0004
Si -0.0005 0.0008 0.0003
Si -0.0001 0.001 0.0002
Si 0 0.0004 0.0006
Si -0.0002 0.0002 0.0002
Si 0.0002 0.0008 0.0002
Si 0.0003 0 -0.0003
Si -0.0003 0.0011 0.0004
Si -0.0005 0.0013 0
Si 0.0003 0.0004 0.0004
Si 0.0003 0.001 0.0005
Si 0.0004 0.0009 0.0003
Si 0.0002 0.001 0.0004
Si -0.0001 0.0002 0.0007
Si 0.0001 0.001 0.0006
Si 0.0004 0.001 0.0006
Si -0.0001 0.0009 0.0004
Si -0.0008 -0.0006 0.0004
Si 0.0001 0.0006 0.0001
Si -0.0008 0.0008 -0.0002
Si 0.0001 0.0008 0.0002
Si 0 0.0008 0
Si 0.0001 0.0011 -0.0002
Si 0.0002 0.0015 0.0007
Si 0.0002 0.0009 0.0003
Si 0.0009 0.0012 0.0006
Si 0.0005 -0.0011 -0.0005
Si -0.0017 0.0007 -0.0003
Si 0.0004 0.0015 0.0002
Si -0.0009 0.0014 0.0002
Si -0.0001 0.0016 0.0013
Si 0.0007 -0.0004 -0.0002
Si 0.0008 -0.001 -0.001
Si -0.0004 0.003 0.0004
Si -0.0009 -0.0008 -0.0004
Si 0.0002 0.0009 -0.0025
Si -0.0015 0.0008 -0.0015
Si 0.0025 0 -0.0007
Si 0.0007 0.0001 -0.0015
Si 0.0014 0.0014 -0.0007
Si -0.0024 0.0004 -0.0006
Si -0.0011 0.0002 0.0042
Si -0.0006 -0.0013 0.0034
Si 0.0023 0.001 0.0063
Si -0.0008 0.0017 0.0032
Si 0.0007 0.0022 0.004
Si -0.0002 0.0028 0.0051
Si 0.0017 -0.0004 0.0037
Si -0.0002 0.0009 0.002
Si 0.0108 -0.0078 -0.0721
Si -0.0178 0.0146 -0.0942
Si -0.0101 0.0156 -0.0745
Si -0.0021 0.0014 -0.0889
Si 0.0074 -0.0192 -0.0729
Si 0.0024 0.0002 -0.0362
Si 0.0194 -0.0181 -0.0969
Si -0.0052 0.0134 -0.0782
Si 0.0033 -0.0325 -0.2121
Si 0 0.0332 -0.2186
Si 0.0105 0.0287 -0.176
Si -0.0159 0.0003 -0.157
Si -0.0232 0.0188 -0.2194
Si 0.0122 0.0102 -0.1994
Si 0.0043 -0.0111 -0.1948
Si -0.0341 -0.0341 -0.2062
Si 0.0019 -0.0252 -0.1945
Si 0.0006 0.0228 -0.1817
Si 0.0125 0.0132 -0.1881
Si 0.0215 -0.0244 -0.2005
Si -0.0066 0.0063 -0.2127
Si 0.0324 -0.0177 -0.2101
Si 0.0146 -0.0063 -0.2062
Si 0.0084 -0.0088 -0.204
Si -0.0137 0.0003 -0.2355
Si -0.0181 0.0097 -0.2457
Si -0.0117 0.0298 -0.202
Si 0.0259 -0.0008 -0.2292
Si -0.0043 -0.0029 -0.2285
Si 0.0017 0.0091 -0.1683
Si 0.0239 0.0079 -0.2085
Si 0.018 -0.0242 -0.2162
Si 0.0086 0.0069 -0.1838
Si 0.005 -0.0035 -0.1496
Si 0.0205 0.0048 -0.1775
Si -0.017 0.0152 -0.1711
Si -0.0169 -0.0206 -0.2113
Si -0.0129 -0.0007 -0.1945
Si 0.0458 -0.0113 -0.2219
Si -0.0038 -0.0175 -0.2048
Si -0.0038 -0.0199 -0.1967
Si 0.0195 0.0262 -0.1999
Si -0.0217 -0.0076 -0.1884
Si -0.0003 -0.0247 -0.1765
O -0.0446 0.0257 0.0918
O -0.025 -0.0056 0.1738
O 0.0246 -0.0129 0.1539
O 0.0159 -0.0401 0.1045
O -0.0128 0.0135 0.1612
O -0.0081 0.007 0.0452
O -0.0242 -0.0301 0.1208
O 0.0025 -0.0031 0.0717
O -0.0315 0.0024 0.1023
O 0.0187 0.0298 0.0841
O -0.0176 -0.0393 0.1348
O -0.0013 0.0023 0.0712
O -0.0254 0.0401 0.0915
O 0.0413 -0.0295 0.0982
O -0.0137 0.0128 0.0663
O -0.0059 0.0036 0.0427
O -0.0049 -0.0009 0.0584
O -0.0103 -0.0191 0.0692
O -0.0219 0.0268 0.1478
O -0.0169 0.0305 0.0978
O -0.0479 0.0127 0.154
O -0.0497 0.0003 0.1118
O 0.0268 -0.0031 0.0659
O 0.0044 -0.0091 0.0635
O 0.0281 0.0201 0.0987
O 0.0001 -0.0148 0.0567
O 0.0355 0.0331 0.1202
O 0.0441 -0.0158 0.1019
O -0.0007 0.0067 0.0768
O 0.0014 -0.0381 0.1253
O -0.0276 0.024 0.0799
O 0.0316 -0.0239 0.0983
O 0.0296 0.0001 0.1267
O 0.0384 0.0047 0.1298
O 0.0273 -0.031 0.0874
O 0.0141 0.0196 0.0648
O -0.0248 0.0398 0.1172
O -0.0331 0.0545 0.1448
O -0.0014 0.0059 0.0755
O -0.0018 0.0143 0.0615
O -0.0514 -0.0172 0.1238
O -0.0363 0.0266 0.0998
O 0.0284 -0.0212 0.0991
O 0.0449 -0.0079 0.1101
O -0.0142 -0.019 0.0704
O -0.0065 0.0086 0.0345
O 0.0061 0.056 0.1342
O 0.0095 -0.0056 0.04
O 0.0227 0.0214 0.0833
O 0.0302 -0.0322 0.0832
O 0.047 -0.0189 0.1298
O 0.02 0.0659 0.1666
O 0.0448 -0.0439 0.1114
O 0.023 -0.0566 0.1595
O -0.0264 0.033 0.0866
O 0.0014 0.0265 0.0874
O -0.0064 -0.0003 0.0664
O -0.0152 -0.0359 0.0741
O 0.0086 0.0299 0.0726
O 0.0104 0.0188 0.1502
O 0.002 -0.0119 0.0773
O -0.0586 -0.0184 0.1272
O 0.0118 0.0535 0.1077
O 0.0044 -0.0039 0.0418
O 0.0016 -0.0006 0.0381
O 0.0359 -0.0372 0.095
O 0.0087 -0.0085 0.0324
O 0.0358 0.0385 0.1491
O -0.0296 0.0198 0.0751
O -0.0318 -0.0108 0.1266
O 0.0102 -0.0374 0.09
O -0.0175 0.045 0.0856
O -0.0147 0.0011 0.0656
O -0.0059 -0.0041 0.0809
O 0.0165 -0.0112 0.0631
O -0.0064 -0.007 0.1486
O 0 -0.0016 0.0392
O -0.0008 -0.0145 0.0696
O -0.0276 -0.0077 0.114
O 0.0177 -0.0291 0.1198
O -0.006 -0.0096 0.0609
O 0.0057 0.0177 0.0708
O 0 0.0106 0.0759
O -0.0126 -0.0058 0.0692
O -0.0415 -0.015 0.0837
O 0.0143 -0.0476 0.13
O -0.0171 -0.0031 0.07
O -0.0439 -0.0005 0.1162

The program warned: the cutoff lies below the one the program advises for these potential files; the forces do not sum to zero within the program's tolerance; empty levels may hold ghost states of the PAW files; the exchange-correlation potential is rough where the density is thin.
